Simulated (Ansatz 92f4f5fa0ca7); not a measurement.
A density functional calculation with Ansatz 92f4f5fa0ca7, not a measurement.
Periodic cell of 231 atoms, Si140O85As6, from a study of silicon, its oxide and their interface. The atomic structure is a simulated model.
Doubt: the cutoff is far below the 930 eV that the study's wrapper takes by default for these files, so forces and energies are approximate.
This geometry differs little from another in the collection (a relaxation step or a small displacement).

Settings: functional PBE; potential files Ansatz PAW; basis plane waves; wave-function cutoff 580 eV; density cutoff ratio 5; exchange-correlation grid ratio 1; k mesh 1 x 1 x 1, Gamma-centred; self-consistency stop 5e-08 eV per atom in the density residual; occupations fixed; spin none; net charge 0.

Cell vectors (angstrom)
a 11.6015 0 0
b 0 10.938 0
c 0 0 32.7058

Atoms and the computed forces on them: element, x, y, z (angstrom), force x, y, z (eV/angstrom)
Si 0.0327 -0.0446 24.1817 0.0057 -0.032 -0.0102
As 3.9067 -0.2162 23.9419 -0.0001 -0.0124 0.0089
As 7.8661 -0.3378 23.9475 -0.0061 -0.0006 0.0181
Si 2.0139 1.2541 24.2174 0.0156 0.0119 -0.0104
Si 5.9687 1.0976 24.1322 0.0122 0.0065 -0.0016
Si 9.6626 1.2885 24.121 -0.0105 0.0071 -0.0074
Si -0.2355 5.4476 24.0202 -0.026 -0.0322 -0.0097
Si 3.7782 5.2967 23.6898 -0.004 -0.0193 -0.0149
Si 7.8307 5.5256 23.9098 0.0391 -0.0395 -0.0105
Si 1.8041 6.6861 23.8901 -0.0088 0.0449 -0.0182
Si 5.755 6.7717 23.6838 -0.0013 0.0284 -0.0271
As 9.6369 7.1235 23.8985 0.0008 0.0204 0.0116
Si 1.9457 2.7557 26.0041 -0.0018 0.012 0.0011
Si 5.8186 2.7187 25.8641 -0.0048 0.003 -0.0013
Si 9.6301 2.7253 25.987 0.0046 0.01 0.0071
Si -0.0355 4.0738 25.9499 0.0033 -0.0021 0.0064
Si 3.8763 4.1087 25.8162 -0.0004 -0.0143 0.0254
Si 7.721 4.1376 25.8838 0.0016 -0.0023 0.0066
Si 1.9295 8.0741 25.9005 0.003 0.0112 0.0118
Si 5.7952 8.0711 25.8107 0.0019 0.0182 0.024
Si 9.6746 8.1477 26.0495 -0.005 0.0016 0.0022
Si 0.0158 9.4873 26.0503 -0.006 -0.0139 -0.0024
Si 3.8722 9.4613 25.956 -0.0039 0.0023 -0.0003
Si 7.7373 9.4652 26.0189 0.0017 -0.0002 -0.0129
Si 0.0052 0.004 27.9036 0.0047 0.0065 -0.0126
Si 3.8724 -0.0419 27.8566 0.0035 -0.0046 -0.002
Si 7.7001 -0.0203 27.8794 -0.0043 -0.0097 -0.008
Si 1.9496 1.3497 27.8992 0.0045 -0.003 -0.0071
Si 5.7839 1.37 27.8435 -0.0014 -0.0044 -0.0095
Si 9.6427 1.3359 27.8899 -0.0005 -0.0158 -0.0102
Si 0.0128 5.4471 27.8806 0.0015 0.0021 -0.0047
Si 3.8925 5.4352 27.8232 -0.0028 0.0072 -0.0046
Si 7.7232 5.4499 27.8629 -0.0019 0.0067 -0.0009
Si 1.9556 6.7912 27.8808 -0.0018 -0.0017 -0.0083
Si 5.8038 6.8217 27.8425 -0.0022 -0.0043 -0.0077
Si 9.6714 6.7719 27.9276 -0.0003 0.0075 -0.0035
Si 1.9336 2.7345 29.8066 0.0483 -0.0219 0.1895
Si 5.8008 2.7345 29.8066 -0.0406 -0.065 -0.078
Si 9.6679 2.7345 29.8066 -0.041 -0.0741 0.0467
Si 0 4.1018 29.8066 0.0461 -0.2082 0.0207
Si 3.8672 4.1018 29.8066 0.0483 -0.0845 -0.2318
Si 7.7343 4.1018 29.8066 -0.0566 -0.1086 -0.0867
Si 1.9336 8.2035 29.8066 0.062 -0.0362 -0.1179
Si 5.8008 8.2035 29.8066 -0.0154 -0.0181 -0.2202
Si 9.6679 8.2035 29.8066 -0.008 0.0332 0.0586
Si 0 9.5708 29.8066 -0.0059 -0.0391 0.1782
Si 3.8672 9.5708 29.8066 0.0305 -0.0665 0.0888
Si 7.7343 9.5708 29.8066 -0.0691 -0.0473 0.1143
Si 0 0 31.7401 0.014 -0.0507 0.0031
Si 3.8672 0 31.7401 -0.0071 0.0304 0.0194
Si 7.7343 0 31.7401 -0.0039 -0.0325 -0.0125
Si 1.9336 1.3673 31.7401 0.0074 -0.0739 0.0406
Si 5.8008 1.3673 31.7401 -0.0092 -0.0621 -0.036
Si 9.6679 1.3673 31.7401 0.0079 -0.0152 0.0037
Si 0 5.469 31.7401 0.0024 0.1247 0.0726
Si 3.8672 5.469 31.7401 0.0108 0.1146 -0.0109
Si 7.7343 5.469 31.7401 -0.0157 0.042 0.0114
Si 1.9336 6.8362 31.7401 -0.0087 -0.0303 -0.0199
Si 5.8008 6.8362 31.7401 0.0001 -0.0538 -0.0803
Si 9.6679 6.8362 31.7401 0.0052 -0.0126 0.0221
Si 1.9336 2.7345 0.9679 0.008 0.1118 0.0824
Si 5.8008 2.7345 0.9679 -0.0066 0.113 -0.1186
Si 9.6679 2.7345 0.9679 0.0071 0.1183 -0.1562
Si 0 4.1018 0.9679 0.0594 -0.0004 0.3994
Si 3.8672 4.1018 0.9679 -0.09 -0.0714 0.0303
Si 7.7343 4.1018 0.9679 0.0243 0.007 0.0138
Si 1.9336 8.2035 0.9679 0.0127 0.0781 0.0274
Si 5.8008 8.2035 0.9679 -0.1054 0.1329 -0.075
Si 9.6679 8.2035 0.9679 0.0883 -0.0091 0.2156
Si 0 9.5708 0.9679 0.0092 0.1133 -0.1443
Si 3.8672 9.5708 0.9679 -0.0398 0.1122 -0.0054
Si 7.7343 9.5708 0.9679 0.0398 0.077 -0.0834
Si 0.0106 0.0506 2.8591 -0.0021 -0.0025 0.0059
Si 3.8488 0.0397 2.8943 -0.0011 0.0103 0.0033
Si 7.746 0.0382 2.8693 0.0017 0.0023 0.0006
Si 1.9301 1.4324 2.9533 -0.0008 -0.0032 0.0022
Si 5.7983 1.3857 2.8915 0.0032 -0.0018 0.0002
Si 9.6811 1.4146 2.9037 -0.0025 -0.0037 -0.0032
Si 0.0355 5.4645 2.9765 -0.0011 0.0051 0.009
Si 3.8413 5.4584 2.9145 0.0056 -0.0056 0.0015
Si 7.7252 5.5287 2.8666 0.0011 0.0029 0.0098
Si 1.9321 6.8589 2.9114 -0.0037 -0.0012 0.0014
Si 5.7643 6.824 2.8684 0.0042 -0.0029 0.0077
Si 9.701 6.829 2.9231 -0.0001 -0.0015 0.0161
Si 1.9386 2.7474 4.9679 -0.0005 -0.0081 -0.0054
Si 5.8233 2.7781 4.8083 0.0026 0.01 -0.0093
Si 9.6861 2.9688 4.7199 0.0001 0.0069 -0.01
Si 0.0507 4.2239 5.0601 0.0007 -0.0089 -0.0208
Si 3.8726 4.1469 4.895 0.0098 0.0106 0.0074
Si 7.7161 4.2431 4.8235 -0.0025 -0.0063 -0.0137
Si 1.9118 8.2404 4.8323 -0.0033 -0.0023 0.0104
Si 5.7592 8.2139 4.764 -0.001 0.0067 0.0023
Si 9.6996 8.2133 4.8528 0.0023 0.0112 -0.0138
Si -0.0098 9.6538 4.7831 -0.0083 -0.0052 -0.0087
Si 3.8512 9.6195 4.8211 -0.0025 -0.009 -0.0157
Si 7.7337 9.4868 4.6928 -0.0018 -0.0079 -0.0154
Si -0.0834 0.2329 6.6138 0.016 -0.0165 0.0042
Si 3.8706 0.0295 6.7862 0.0018 -0.014 0.0121
Si 7.8474 -0.0218 6.4934 0.0059 -0.0057 0.0045
As 1.9398 1.5047 7.0803 -0.0129 0.0102 0.0032
Si 5.9016 1.3182 6.6798 -0.0031 0.0067 0.0007
Si 9.5365 1.5843 6.5279 -0.0156 0.0175 0.003
Si 0.0362 5.6769 7.0877 0.0147 -0.0065 0.0371
As 3.8602 5.4045 6.9818 -0.0033 -0.0174 0.0084
Si 7.7315 5.6186 6.8062 -0.0169 -0.0218 0.0065
As 1.988 7.1036 6.9657 -0.0023 0.018 -0.014
Si 5.7567 6.9273 6.7326 -0.015 0.0181 -0.0057
Si 9.6797 7.0127 6.941 0.0006 0.0287 0.0116
O 6.2784 2.3546 7.9414 -0.0094 -0.0127 -0.0011
O 11.1523 10.1121 7.8491 0.003 -0.0038 0.007
O 7.658 4.644 8.1597 0.0072 0.0222 -0.0016
O 9.0451 2.3822 7.9417 0.0242 -0.0099 -0.0109
O 9.6836 7.9879 8.3227 0.0023 -0.0312 -0.0063
O 3.8755 9.9102 8.0768 -0.0079 0.0159 -0.0073
O 0.029 5.0777 8.6783 -0.015 -0.0105 -0.0588
O 5.7878 8.021 8.0066 0.0187 -0.0216 -0.0132
O 8.3231 10.1642 7.9171 0.0008 -0.0035 0.0161
O 5.7464 7.8938 22.4342 0.0024 -0.0378 0.032
O 2.5095 8.943 18.4852 -0.0042 0.0037 -0.0084
O 3.6926 4.187 22.402 0.0118 0.0371 0.0136
O 9.5743 2.1919 22.7212 0.0009 -0.0055 0.0024
O 1.9876 2.1929 22.846 -0.0081 -0.0002 0.0048
O -0.0054 9.8806 22.8676 -0.0066 0.0236 0.0127
O 1.6884 7.7689 22.6271 0.0214 -0.0427 0.0175
O 6.2445 1.7393 22.6024 -0.0046 -0.0032 0.0024
O -0.6365 4.4918 22.6966 0.0192 0.0112 0.0075
Si 7.6381 -4.3254 16.6925 -0.0052 -0.0077 0.0017
Si 5.1087 5.1704 12.4736 -0.0028 0.0055 -0.0093
Si 1.3304 13.1481 14.7207 0.0057 0.0006 0.0043
Si 0.0462 3.5059 17.1435 -0.0017 0.0107 -0.0001
Si 4.5455 6.0239 16.8705 0.0012 -0.0039 0.0034
Si 2.0993 9.8406 11.7085 0.0011 -0.0049 -0.0157
Si -0.4642 19.1184 14.7834 -0.0003 0.0001 -0.0002
Si 5.7014 8.7524 21.0477 -0.0079 0.0126 -0.0319
Si 9.7388 9.6181 8.5318 -0.0015 0.014 -0.0099
Si -5.3891 -0.7634 14.0125 0.0069 -0.01 0.0132
Si 5.5829 1.0722 21.2526 0.009 0.0028 0.0006
Si 10.2022 7.0574 12.2381 -0.0026 0.0008 -0.0121
Si -6.6979 10.7854 11.1904 -0.004 0.0032 -0.0197
Si -1.9855 3.7244 22.139 0.01 -0.0114 -0.0072
Si 10.0338 2.4574 19.4096 0.0001 -0.0002 0.0144
Si -2.3718 9.6457 13.1461 -0.0015 -0.0051 -0.01
Si -0.755 0.0121 11.0925 -0.0084 -0.0036 -0.0172
Si -4.8602 12.6994 15.7295 -0.0013 0.0087 -0.0037
Si 6.4449 2.5922 11.2572 0.0013 0.0019 -0.0172
Si 7.3366 12.0103 18.7352 -0.0073 0.0047 0.0092
Si 13.2341 -0.9024 19.314 -0.0007 -0.007 0.0225
Si 10.7575 19.4659 19.4189 -0.0023 -0.0121 0.0276
Si 3.9358 8.179 18.6314 0.002 -0.0072 0.0112
Si 8.3991 2.8384 13.6337 -0.0006 -0.0006 0.0045
Si -0.3339 2.7675 12.0923 -0.0012 0.0059 -0.0106
Si 4.7344 8.8276 8.9615 -0.001 0.0075 0.0115
Si 7.7611 8.9517 18.829 0.0052 -0.005 0.019
Si 7.6547 3.0497 8.5093 -0.0062 -0.0065 0.0045
Si -3.8091 16.7657 13.7285 0.0036 0.0026 -0.0059
Si 11.9029 5.4024 10.2751 0.0145 0.0129 0.0132
Si 1.9019 10.163 14.8341 -0.0025 0.0045 0.0119
Si 4.4832 -2.2445 15.8636 -0.0004 -0.003 -0.0041
Si -8.5979 -3.9403 10.8466 -0.0051 -0.0031 -0.0144
Si 10.4855 6.2881 17.269 -0.0039 -0.0018 0.0075
Si 3.0225 13.7603 21.758 -0.0207 -0.0295 -0.0135
Si 0.7818 8.8814 21.8658 -0.0148 0.0075 -0.0142
Si 1.3756 13.0386 19.3583 -0.0052 0.0021 0.0242
Si 4.1911 14.5957 15.1172 0.0004 -0.0047 0.0114
O 0.8538 2.3631 13.1565 -0.0073 0.0016 -0.006
O 7.6877 10.0174 13.3772 0.0088 -0.0008 -0.0011
O -8.7367 13.6848 14.8831 -0.0043 -0.0013 -0.0018
O 2.0656 10.3203 13.2407 0.0016 -0.003 -0.0159
O 1.3344 11.6152 15.3067 -0.0023 0.0012 0.0013
O -3.7957 6.7741 15.0625 0.0004 -0.0004 -0.0018
O -3.3897 1.9498 14.998 0.002 -0.0004 -0.0031
O 4.3791 19.3078 20.1775 0.0094 0.0017 0.0009
O 5.5154 -1.2822 10.1537 0.0007 -0.0076 0.0078
O 3.323 9.7777 15.517 0.0095 -0.0006 -0.0019
O 11.6924 15.0429 11.2505 0.0013 0.0046 0.0025
O 4.0632 -3.8256 15.7274 -0.0046 0.0021 -0.004
O -7.2218 4.6 13.8068 -0.0004 0.01 -0.0096
O -0.0051 16.0576 17.1795 0.0004 -0.0068 -0.0045
O -0.3474 8.1592 20.9307 0.0051 -0.0055 -0.0061
O 8.2766 4.5578 22.6114 -0.0313 0.0244 0.017
O 5.5239 3.9194 11.4998 0.004 -0.0158 -0.0002
O -1.7261 2.9404 12.9541 0.0048 -0.0025 0.0048
O -6.0303 13.7672 15.3444 0.0033 0.0001 0.0024
O 10.0998 10.885 12.5512 0.0036 0.0013 0.0005
O -7.6906 6.5666 18.2918 -0.0039 0.0059 -0.0031
O -4.6214 1.8199 17.3367 0.005 -0.0026 0.0085
O 0.1037 9.7244 18.8236 0.0097 0.0085 -0.0131
O 7.5749 2.892 10.1223 -0.0029 0.0054 0.0044
O 9.6395 3.6225 20.5033 -0.0044 -0.0002 -0.002
O 6.9525 8.3096 20.0958 -0.013 0.0011 -0.0023
O 7.1733 21.3574 18.4759 0.0015 0.0001 -0.0103
O 8.8365 1.3739 19.2909 0.0054 0.0019 -0.014
O -0.478 12.5519 10.9289 0.002 -0.0077 0.0049
O 4.0847 6.1557 11.704 -0.0005 0.0019 0.0109
O -2.5032 6.0018 12.778 0.0017 -0.0003 0.0062
O 1.7742 9.7706 20.9216 0.0017 -0.0012 -0.0083
O 5.2181 -0.4865 12.753 -0.0211 0.008 -0.0173
O 2.0761 0.6469 19.0558 0.002 0.0037 -0.0155
O 3.7442 7.6783 9.563 0.0034 0.0041 0.0024
O 5.4846 1.3322 10.8465 -0.0004 0.0037 0.0116
O -0.2476 7.3297 13.3878 0.0024 -0.0017 0.0036
O 10.8722 6.5491 10.8496 0.0029 -0.002 0.0056
O 4.0681 1.6558 21.2937 -0.0091 0.0103 -0.0078
O 9.8264 10.2669 10.0227 0.0038 0.0003 0.0151
O 7.8858 4.2806 14.1801 -0.0009 0.0007 -0.0032
O 1.8292 16.9106 10.377 -0.0008 -0.0056 0.0126
O -4.2981 13.1513 12.5879 -0.0059 0.0003 -0.001
O 4.8849 8.8751 17.4625 -0.0004 0.0023 0.001
O -1.3284 3.012 17.8863 -0.0037 -0.0066 -0.0056
O 3.275 10.713 10.9742 0.0085 0.0029 0.011
O -5.1779 6.0633 12.8716 0.0058 0.005 0.0009
O -0.9019 7.2076 15.9688 -0.0008 -0.0003 -0.0021
O 6.1549 11.2875 15.1878 -0.0011 -0.0039 0.0036
O 10.8135 7.1293 18.6091 0.0023 0.0044 -0.0091
O -2.6756 16.6873 17.2521 0.007 -0.0034 -0.0074
O 12.4816 8.9638 15.2172 -0.0038 -0.0039 0.0046
O 5.6743 -0.5679 21.3201 0.0037 -0.0065 -0.0045
O 9.3639 8.4437 12.0404 -0.0014 0.0043 0.0103
O 11.4529 1.7956 19.9031 0.0003 -0.0021 -0.0149
O 6.1895 -5.0274 16.9894 0.0086 -0.0022 -0.0064
O 1.3315 13.8761 17.9644 0.0065 -0.0069 -0.0046
O 3.9439 4.578 16.4521 -0.0021 0.003 -0.0034
O 7.7074 8.0497 17.4712 0.0019 0.0119 -0.0009
O 9.2682 -1.8091 19.38 -0.0099 0.0094 -0.0237
O 0.6578 10.1326 11.012 -0.0097 0.0046 0.0052
O 9.9021 9.2284 14.5672 -0.0022 0.0022 -0.0003
O -5.89 -2.0932 14.8076 0.0013 -0.0047 -0.0043
O 2.1618 3.0846 20.3989 0.0107 0.0047 -0.0017
O 0.2218 3.0341 15.5979 -0.0017 0.0009 -0.0009
O 2.3858 8.2348 11.7084 0.0031 -0.0023 0.0066
O 6.2937 1.5832 19.8857 -0.0027 -0.0009 -0.0085

Results
free energy: -166479.326 eV
free energy less fixed offsets of As -4856.12, O -568.88, Si -635.61 eV per atom: -2.406 eV

The program warned: the cutoff lies below the one the program advises for these potential files; the forces do not sum to zero within the program's tolerance; the exchange-correlation potential is rough where the density is thin.
